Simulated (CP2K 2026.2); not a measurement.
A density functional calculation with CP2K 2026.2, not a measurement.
Periodic cell of 534 atoms, Si358O176, from a study of silicon, its oxide and their interface. The atomic structure is a simulated model.
Doubt: the forces sum to 2.37 eV/angstrom along one axis rather than to zero, so they err by at least 0.0044 eV/angstrom per atom on average; the grid cutoff is modest.

Settings: functional PBE; method Gaussian and plane waves; basis set DZVP-MOLOPT-SR-GTH; pseudopotentials GTH-PBE; grid cutoff 400 Ry, relative cutoff 50 Ry; k points Gamma only; occupations fixed; spin none; net charge 0.

Cell vectors (angstrom)
a	16.4025	0	0
b	0	16.4025	0
c	0	0	35.5207

Atoms and the computed forces on them: element, x, y, z (angstrom), force x, y, z (eV/angstrom)
Si	-0.319	0.502	-0.913	0.132	-0.159	-0.097
Si	3.481	2.446	-0.01	0.379	0.21	-0.122
Si	0.388	5.457	-1.067	-0.497	-0.453	-0.372
Si	3.334	7.355	-0.396	0.588	-0.075	-0.497
Si	-0.087	10.584	0.091	-0.005	0.235	-0.039
Si	3.109	13.397	-0.024	-0.294	0.368	-0.225
Si	4.951	0.549	0.242	-0.084	-0.041	-0.175
Si	7.77	2.99	-0.179	-0.31	0.095	-0.052
Si	5.684	5.268	0.406	0.239	-0.105	-0.316
Si	8.185	7.887	-0.304	-0.088	0.163	0
Si	4.927	11.718	-0.069	0.503	-0.324	-0.222
Si	8.873	13.064	-0.044	0.078	0.14	-0.045
Si	12.135	0.266	-0.476	-0.016	0.602	0.54
Si	15.352	3.644	-0.989	0.431	0.337	0.453
Si	10.621	5.767	-0.354	-0.159	0.178	0.491
Si	13.271	8.757	0.184	0.004	0.123	-0.054
Si	11.3	11.147	0.447	0.557	0.408	-0.318
Si	14.214	15.453	-0.983	-0.095	-0.462	-0.222
Si	1.147	1.292	1.485	0.093	0.297	0.114
Si	4.215	4.009	1.622	-0.126	-0.343	-0.233
Si	1.605	6.858	1.217	-0.069	0.08	0.558
Si	4.309	9.831	1.298	-0.117	0.071	0.087
Si	1.415	12.203	1.172	-0.259	-0.296	0.024
Si	4.039	15.069	1.37	0.202	0.126	0.187
Si	6.818	1.424	1.362	-0.008	0.059	-0.167
Si	9.579	4.103	1.046	-0.157	-0.089	0.091
Si	6.958	6.899	1.437	0.123	-0.072	-0.058
Si	9.721	9.807	1.559	-0.048	-0.278	0.077
Si	6.908	12.333	1.21	0.149	0.118	0.18
Si	9.804	14.943	1.147	0.013	-0.152	0.051
Si	12.775	1.724	1.384	0.068	-0.115	-0.119
Si	14.464	3.55	1.235	-0.251	-0.22	0.369
Si	12.139	6.91	1.147	0.089	0.1	0.098
Si	14.894	9.657	1.649	0.072	-0.097	-0.072
Si	12.71	12.69	1.635	-0.063	-0.11	-0.382
Si	14.429	14.541	1.237	-0.188	-0.54	0.669
Si	-0.163	2.772	2.717	0.089	0.035	-0.02
Si	2.65	-0.037	2.755	-0.013	-0.106	0.082
Si	0.093	8.207	2.646	0.057	-0.062	0.076
Si	2.753	5.454	2.747	0.049	0.114	0.185
Si	-0.082	13.584	2.521	0.028	0.102	-0.206
Si	2.719	10.922	2.686	0.145	0.012	0.09
Si	5.56	2.666	2.924	-0.031	-0.115	0.111
Si	8.314	-0.053	2.495	-0.065	0.056	0.071
Si	5.548	8.317	2.696	-0.019	-0.023	0.141
Si	8.309	5.431	2.682	0.147	0.03	-0.038
Si	5.584	13.759	2.658	-0.073	-0.055	0.002
Si	8.135	10.999	2.785	-0.143	-0.053	0.113
Si	10.956	2.771	2.54	-0.017	-0.016	-0.081
Si	13.669	-0.063	2.721	0.032	0.133	-0.166
Si	10.93	8.177	2.762	-0.287	-0.067	-0.059
Si	13.573	5.454	2.476	0.068	0.005	-0.093
Si	10.976	13.726	2.817	0.023	0.119	0.21
Si	13.67	11.046	2.998	0.108	0.206	0.21
Si	1.293	4.117	4.071	-0.002	0.024	-0.16
Si	4.065	1.308	4.141	0.118	0.014	-0.075
Si	1.386	9.564	4.098	-0.013	0.068	-0.058
Si	4.162	6.864	4.055	-0.101	0.134	-0.113
Si	1.269	14.964	4.032	-0.105	0.066	-0.065
Si	4.137	12.34	4.011	0.099	-0.031	-0.112
Si	6.928	4.121	4.138	-0.013	0.035	-0.037
Si	9.595	1.373	3.942	0.099	0.009	-0.126
Si	6.854	9.592	4.172	0.04	0.023	-0.068
Si	9.582	6.813	4.13	0.095	-0.073	-0.095
Si	6.939	15.104	4.042	-0.102	-0.082	-0.129
Si	9.565	12.337	4.115	-0.089	0.109	0.007
Si	12.249	4.163	3.989	0.019	-0.079	-0.066
Si	15.041	1.306	4.113	-0.04	-0.156	0.006
Si	12.274	9.56	4.148	0.021	0.017	0.029
Si	15.041	6.789	3.924	0.104	-0.133	-0.17
Si	12.281	15.125	4.185	-0.075	-0.084	-0.087
Si	15.156	12.36	4.198	-0.226	-0.122	-0.055
Si	-0.041	0.005	10.905	0.014	0.025	0.006
Si	2.715	2.749	10.87	-0.008	-0.015	-0.011
Si	-0.024	5.466	10.917	0.03	0.023	0.002
Si	2.718	8.194	10.912	0.018	-0.003	-0.001
Si	-0.031	10.926	10.939	-0.005	0.023	0.007
Si	2.707	13.659	10.917	0.033	0.023	-0.012
Si	5.477	0.012	10.9	0.035	-0.008	-0.01
Si	8.233	2.76	10.927	-0.044	-0.004	-0.003
Si	5.474	5.484	10.894	-0.044	0.005	-0.01
Si	8.227	8.197	10.91	0.017	-0.007	-0.003
Si	5.485	10.931	10.924	-0.006	-0.01	0.002
Si	8.239	13.669	10.921	-0.013	-0.022	-0.001
Si	10.963	0.012	10.942	-0.023	-0.028	0.011
Si	13.66	2.745	10.947	0.036	0.021	0.003
Si	10.96	5.493	10.955	0.005	-0.032	0.008
Si	13.656	8.206	10.949	-0.023	0.05	0.003
Si	10.947	10.937	10.929	-0.014	0.01	0.004
Si	13.667	13.67	10.914	-0.007	0.007	-0.007
Si	1.314	1.406	12.227	0.064	0.009	-0.032
Si	4.083	4.119	12.232	0.066	0.027	-0.028
Si	1.33	6.843	12.277	0.008	-0.039	0
Si	4.095	9.563	12.265	0.018	0.017	-0.004
Si	1.32	12.31	12.297	0.013	-0.004	0.009
Si	4.09	15.038	12.235	-0.05	-0.039	-0.01
Si	6.869	1.369	12.255	-0.033	-0.03	0.005
Si	9.612	4.111	12.315	-0.008	0.05	0.007
Si	6.859	6.829	12.273	-0.038	0.004	0.006
Si	9.598	9.544	12.294	-0.047	0.023	-0.016
Si	6.883	12.28	12.273	-0.03	0.031	0.016
Si	9.627	15.017	12.295	-0.025	0.055	-0.004
Si	12.318	1.371	12.335	-0.017	-0.018	0.008
Si	15.001	4.13	12.309	-0.019	-0.05	-0.005
Si	12.294	6.863	12.356	-0.004	-0.032	0.024
Si	14.999	9.579	12.331	0.033	-0.042	0.014
Si	12.315	12.305	12.298	0.027	0.017	-0.021
Si	14.996	15.051	12.302	0.032	-0.037	0.015
Si	-0.053	2.736	13.643	0.069	0.012	0.004
Si	2.673	0.011	13.532	0.003	0.029	-0.005
Si	-0.034	8.195	13.673	0.005	0.072	-0.016
Si	2.692	5.456	13.611	0.036	0.054	0.016
Si	-0.075	13.668	13.674	0.019	0.024	0.012
Si	2.708	10.924	13.618	0.034	-0.002	-0.009
Si	5.481	2.758	13.561	-0.075	0.036	-0.014
Si	8.266	0.009	13.614	-0.005	-0.023	0.008
Si	5.476	8.199	13.617	-0.03	-0.017	0.01
Si	8.246	5.488	13.662	0.014	-0.043	0.043
Si	5.484	13.667	13.569	0.027	0.001	0.004
Si	8.249	10.907	13.655	0.019	-0.075	0.002
Si	10.984	2.758	13.71	-0.013	-0.023	0.002
Si	13.65	-0.009	13.735	-0.015	0.058	0.01
Si	10.92	8.218	13.751	-0.029	0.039	0.038
Si	13.667	5.5	13.721	0.01	-0.011	-0.022
Si	11	13.673	13.698	-0.012	-0.057	0.002
Si	13.619	10.936	13.717	-0.043	0.074	-0.015
Si	1.286	4.128	14.988	-0.049	-0.12	0.046
Si	4.031	1.408	14.826	0.024	-0.034	-0.017
Si	1.347	9.567	15.005	-0.009	-0.069	-0.021
Si	4.09	6.813	14.937	-0.014	-0.016	-0.019
Si	1.298	15.108	14.94	0.141	0.007	-0.007
Si	4.104	12.306	14.919	-0.051	-0.054	0.061
Si	6.901	4.046	14.948	-0.017	0.038	-0.049
Si	9.644	1.332	15.037	-0.036	0.038	0.018
Si	6.841	9.553	15.002	0.057	0.149	0.012
Si	9.531	6.861	15.138	-0.068	-0.061	0.083
Si	6.871	15.029	14.901	-0.006	0.021	0.013
Si	9.675	12.231	15.01	-0.041	0.091	0.017
Si	12.32	4.144	15.116	-0.028	0.029	0.055
Si	15.016	1.391	15.076	0.012	0.001	0.057
Si	12.271	9.592	15.149	0.044	-0.053	0.041
Si	15.018	6.87	15.106	0.015	-0.004	0.087
Si	12.32	15.016	15.167	-0.009	0.001	0.123
Si	14.954	12.317	15.095	0.03	-0.045	0.057
Si	-0.053	-0.024	16.436	0.008	0.042	0.03
Si	2.614	2.654	16.238	-0.004	-0.012	0.082
Si	-0.011	5.487	16.461	0.037	0.068	-0.049
Si	2.718	8.161	16.323	-0.028	0.035	-0.044
Si	-0.043	10.918	16.372	-0.015	-0.001	0.01
Si	2.724	13.737	16.18	-0.201	0.048	-0.067
Si	5.468	0.095	16.096	-0.141	-0.098	0.027
Si	8.261	2.685	16.361	-0.013	0.037	0.113
Si	5.475	5.392	16.203	-0.057	-0.058	0.027
Si	8.09	8.223	16.518	-0.186	-0.232	0.068
Si	5.468	10.952	16.306	0.07	-0.166	-0.019
Si	8.263	13.623	16.216	-0.034	-0.082	0.084
Si	10.959	0.023	16.533	0.038	-0.063	0.084
Si	13.732	2.816	16.494	-0.038	-0.141	0.015
Si	10.934	5.498	16.511	-0.02	-0.013	0.131
Si	13.658	8.239	16.516	-0.066	0.05	0.076
Si	10.934	10.941	16.595	-0.066	0.021	0.089
Si	13.647	13.632	16.63	-0.021	0.027	0.01
Si	1.284	1.386	17.764	0.035	-0.063	0.017
Si	4.089	3.968	17.435	0.193	-0.142	0.084
Si	1.463	6.786	17.78	0.023	-0.115	0.024
Si	4.048	9.591	17.607	0.125	-0.118	0.027
Si	1.3	12.455	17.519	0.101	0.146	-0.078
Si	4.141	15.123	17.416	0.121	0.222	0.004
Si	6.83	1.269	17.598	-0.071	-0.08	0.198
Si	9.569	4.034	17.822	0.147	-0.058	-0.149
Si	6.601	6.723	17.765	0.104	0.11	-0.157
Si	9.432	9.612	17.934	-0.052	0.205	-0.061
Si	6.841	12.352	17.595	0.273	0.071	-0.235
Si	9.498	14.922	17.734	0.006	-0.06	0.009
Si	12.447	1.407	17.89	-0.028	0.013	-0.104
Si	15.043	4.217	17.943	-0.138	0.064	0.038
Si	12.248	6.94	17.953	-0.007	0.066	-0.056
Si	15.107	9.565	17.886	-0.127	-0.1	0
Si	12.302	12.264	18.123	0.119	-0.032	0.112
Si	15.1	15.016	17.959	0.107	-0.088	-0.019
Si	0.116	2.904	19.257	0.311	0.014	0.173
Si	2.785	-0.068	18.898	-0.282	-0.317	0.095
Si	0.174	8.193	19.185	0.039	0.154	0.098
Si	3.068	5.426	18.921	-0.16	-0.173	0.092
Si	0.205	13.614	19.236	0.008	0.016	0.415
Si	2.857	11.248	18.65	-0.249	0.102	-0.023
Si	5.297	2.516	18.864	-0.025	0.233	-0.142
Si	7.591	-0.616	18.833	-0.155	-0.11	-0.162
Si	4.331	8.875	19.871	-0.34	0.095	0.235
Si	8.106	5.447	18.982	-0.01	0.025	0.12
Si	5.782	14.092	18.706	-0.247	-0.013	0.096
Si	7.908	10.97	19.189	-0.148	-0.127	-0.016
Si	11.094	2.82	19.219	-0.058	0.177	0.173
Si	13.823	0.054	19.338	-0.085	0.122	0.098
Si	10.729	8.26	19.355	0.103	-0.242	0.075
Si	13.701	5.668	19.397	-0.101	0.045	0.23
Si	10.715	13.663	19.354	-0.221	-0.01	0.169
Si	13.937	10.909	19.504	-0.126	-0.047	-0.039
Si	2.042	3.917	20.473	-0.081	0.227	-0.336
Si	3.915	1.347	20.297	-0.142	0.197	-0.163
Si	1.617	9.858	20.077	0.172	0.264	0.383
Si	4.973	6.702	19.575	0.138	0.049	0.473
Si	2.049	14.646	20.354	-0.117	0.034	-0.303
Si	4.301	12.679	19.921	0.14	0.272	0.641
Si	6.732	4.699	20.683	-0.041	-0.119	-0.21
Si	10.233	1.362	20.826	0.083	0.099	0
Si	6.002	10.336	20.543	0.024	0.308	0.13
Si	9.354	6.724	20.462	-0.22	0.111	-0.175
Si	8.208	16.653	20.884	0.18	0.167	-0.163
Si	8.859	12.476	20.74	0.534	-0.009	-0.008
Si	11.872	4.688	20.652	0.214	-0.273	-0.019
Si	15.213	1.569	20.725	-0.076	-0.027	0.104
Si	13.016	9.494	21.209	0.193	0.082	-0.208
Si	15.123	7.113	20.786	0.065	-0.178	-0.237
Si	12.083	15.291	20.475	0.055	-0.071	0.238
Si	15.798	11.891	20.704	0.31	0.064	-0.021
Si	1.971	-5.237	31.351	0.03	0.046	-0.16
Si	0.238	4.22	28.174	0.173	0.007	-0.176
Si	5.77	1.818	24.535	0.28	0.003	0.238
Si	-1.089	13.664	23.253	0.326	0.015	0.176
Si	-4.015	10.573	23.265	0.056	-0.171	0.194
Si	3.936	9.885	25.273	-0.01	0.003	-0.04
Si	4.115	5.566	27.131	0.014	0.106	-0.006
Si	5.109	0.623	27.22	0.045	-0.085	0.071
Si	7.541	4.107	23.674	-0.097	0.086	0.067
Si	6.531	9.7	23.53	-0.072	-0.067	0.301
Si	7.305	14.454	22.288	0.059	0.041	0.291
Si	16.927	5.253	22.763	-0.136	-0.017	-0.034
Si	7.676	3.532	28.112	-0.096	0.021	0.181
Si	16.879	-0.378	22.507	0.085	0.079	0.247
Si	12.337	4.383	23.852	-0.187	-0.025	-0.017
Si	14.889	2.998	23.278	-0.109	-0.194	0.215
Si	8.261	7.121	23.479	0.005	0.019	0.12
Si	12.413	13.716	23.16	-0.073	0.241	0.125
Si	0.091	-1.424	28.073	0.059	-0.114	-0.055
Si	7.642	1.166	26.371	0.247	-0.146	0.011
Si	3.67	7.444	29.335	0.03	0.102	0.035
Si	5.589	8.05	27.304	0.065	0.021	0.02
Si	2.017	9.816	28.678	-0.046	0.042	0.032
Si	5.477	0.478	21.867	0.114	-0.032	0.131
Si	6.36	-3.065	30.664	-0.034	-0.047	-0.167
Si	9.438	5.918	27.931	0.035	-0.008	-0.032
Si	14.547	10.311	25.7	0.088	-0.115	0.22
Si	9.776	12.449	26.609	-0.027	0.087	0.157
Si	8.445	12.169	23.776	0.009	-0.14	0.194
Si	12.854	2.557	27.542	-0.077	-0.126	-0.186
Si	16.539	-1.149	25.212	0.002	0.027	0.223
Si	10.412	8.807	24.867	-0.079	-0.007	0.205
Si	17.742	6.06	25.796	0.184	0.088	0.277
Si	9.379	7.063	30.929	-0.145	0.244	-0.165
Si	17.409	9.22	25.896	0.213	0.102	0.051
Si	-2.192	0.847	25.248	-0.04	-0.008	0.034
Si	7.006	-3.964	28.01	0.081	-0.032	0.06
Si	-2.331	12.909	27.386	-0.021	0.094	0.141
Si	-2.82	4.026	32.031	-0.088	0.113	-0.184
Si	-6.54	17.966	28.122	-0.082	-0.02	0.045
Si	4.959	14.3	28.201	-0.012	0.098	0.087
Si	4.872	3.209	28.707	0.163	0.003	-0.05
Si	7.332	-1.942	33.264	-0.128	-0.063	-0.186
Si	12.234	5.386	26.555	-0.142	0.104	0.013
Si	7.774	0.853	32.965	-0.335	-0.084	-0.04
Si	4.244	11.627	27.523	-0.04	-0.006	-0.12
Si	17.464	14.021	30.725	-0.076	-0.273	-0.098
Si	11.445	2.158	32.643	-0.184	-0.35	-0.032
Si	10.124	2.343	23.711	-0.006	-0.028	0.281
Si	10.775	9.079	29.333	-0.035	0.041	-0.089
Si	16.592	1.572	29.057	0.131	-0.266	-0.225
Si	11.668	14.707	27.191	0.062	0.074	0.07
Si	8.687	8.739	27.184	-0.039	-0.003	0.101
Si	2.834	4.086	32.983	0.441	-0.204	-0.243
Si	5.129	-0.156	33.573	0.252	0.271	0.389
Si	-0.72	8.278	33.853	-0.172	0.463	0.024
Si	4.065	6.745	32.322	0.125	-0.021	-0.057
Si	2.204	15.468	33.181	0.302	-0.226	-0.252
Si	5.03	10.89	32.303	-0.062	-0.001	-0.323
Si	10.022	0.305	30.81	-0.093	-0.267	-0.103
Si	14.466	-2.848	31.867	0.153	-0.134	-0.457
Si	6.768	8.226	32.365	-0.166	-0.009	-0.088
Si	10.947	5.109	32.894	0.077	-0.02	-0.242
Si	11.707	11.778	28.844	-0.032	0.032	-0.03
Si	11.498	-0.21	24.637	0.091	0.177	0.133
Si	18.662	3.184	30.167	0.064	-0.072	-0.173
Si	12.692	8.169	26.969	0.02	0.14	0.026
Si	14.543	3.452	29.946	0.056	-0.03	-0.086
Si	15.646	10.936	32.823	0.028	0.094	-0.137
Si	11.783	14.36	30.178	-0.133	0.112	-0.115
O	1.05	-0.018	33.861	-0.146	0.341	0.128
O	-0.61	2.077	34.216	-0.063	0.017	-0.414
O	3.585	2.988	33.936	0.189	-0.083	0.159
O	-0.006	0.358	36.234	0.098	-0.127	0.146
O	-0.109	6.794	33.564	0.43	-0.023	-0.159
O	1.842	4.958	33.918	-0.078	0.328	0.264
O	3.167	7.481	33.479	-0.171	-0.024	0.043
O	3.504	7.349	30.924	0.066	0.191	0.087
O	-3.222	14.026	30.957	0.261	0.013	0.175
O	0.332	9.107	34.86	0.024	-0.142	0.116
O	3.818	8.852	35.567	-0.089	-0.022	0.095
O	2.481	14.123	34.087	0.024	-0.562	0.317
O	1.88	2.096	35.727	-0.057	-0.106	0.455
O	5.321	-2.085	29.821	0.052	0.14	0.167
O	8.624	0.685	31.576	-0.113	-0.024	0.019
O	8.106	2.141	33.913	0.262	0.123	0.073
O	4.585	6.24	35.15	-0.464	0.182	-0.263
O	6.644	4.214	34.972	0.026	-0.058	0.318
O	8.9	9.273	35.711	0.183	0.095	0.077
O	7.38	8.356	33.868	0.024	0.168	0.296
O	5.99	9.608	31.914	-0.001	-0.132	-0.16
O	5.18	11.141	33.9	-0.258	0.316	0.269
O	10.182	12.066	35.081	-0.485	0.012	0.346
O	8.1	13.259	34.018	0.11	0.081	-0.033
O	10.967	-0.654	35.765	0.187	-0.212	0.055
O	14.31	-2.092	33.303	-0.025	0.287	0.408
O	16.857	5.875	36.031	0.009	0.209	-0.034
O	8.818	3.208	24.193	0.061	-0.184	-0.203
O	9.336	6.79	34.853	0.305	0.107	-0.059
O	14.529	4.377	33.304	-0.225	-0.187	-0.282
O	9.856	6.017	32.074	-0.109	-0.322	0.193
O	13.3	12.111	28.61	-0.101	0.1	0.117
O	12.272	10.015	35.129	0.068	-0.295	0.267
O	9.325	9.327	28.574	0.053	0.167	0.087
O	9.19	17.366	26.752	-0.045	0.235	-0.182
O	15.475	11.374	34.401	0.162	0.131	0.114
O	1.787	4.934	21.769	0.198	-0.146	0.155
O	7.207	2.695	26.798	0.135	0.169	-0.024
O	5.829	3.484	20.103	0.052	0.167	0.121
O	2.927	2.59	20.933	0.243	-0.223	0.087
O	0.634	10.793	21.066	-0.285	0.183	-0.59
O	-2.557	13.726	23.923	0.085	-0.192	0.19
O	5.741	6.018	20.932	-0.104	-0.213	-0.176
O	2.925	9.133	20.853	0.5	-0.394	-0.456
O	5.83	11.311	27.827	-0.073	0.02	-0.122
O	3.218	13.555	20.837	-0.244	-0.024	-0.585
O	7.538	13.549	23.634	-0.047	0.026	-0.136
O	5.178	11.739	20.986	0.01	-0.415	-0.602
O	7.425	4.155	22.049	0.203	0.037	-0.077
O	3.854	3.427	29.942	-0.041	0.304	-0.002
O	10.106	2.402	22.098	-0.148	-0.055	0.001
O	8.945	2.756	28.787	0.041	0.085	-0.062
O	7.537	13.474	20.972	-0.009	-0.145	-0.082
O	6.658	9.752	21.922	0.001	0.066	-0.042
O	10.474	5.551	20.705	0.441	-0.076	0.281
O	8.51	7.095	21.853	0.232	-0.071	-0.228
O	8.506	15.567	22.122	0.112	0.148	-0.028
O	6.906	17.566	21.363	-0.155	-0.133	0.404
O	4.955	9.815	23.997	-0.024	0.142	-0.041
O	9.184	11.939	22.31	0.067	0.139	-0.421
O	12.167	4.712	22.28	-0.081	-0.086	-0.116
O	11.45	3.083	24.278	0.168	0.032	-0.065
O	16.436	0.946	21.681	0.008	0.029	-0.009
O	18.182	-1.038	21.815	0.081	-0.082	-0.075
O	14.119	8.244	21.483	-0.488	0.36	-0.15
O	11.553	8.954	20.64	0.272	-0.083	-0.067
O	15.177	1.826	24.375	0.046	-0.078	-0.18
O	15.918	6.347	22.044	-0.105	-0.184	-0.189
O	12.67	14.306	21.667	0.095	-0.085	-0.148
O	11.332	16.573	21.244	-0.336	-0.088	-0.546
O	13.578	10.426	24.397	0.022	-0.035	-0.042
O	15.434	12.387	22.259	-0.289	-0.127	0.064
O	3.943	-5.019	25.935	-0.078	0.156	-0.102
O	-5.041	-1.696	23.951	-0.008	-0.376	-0.318
O	4.796	1.406	25.806	-0.112	-0.082	0.027
O	-0.291	0.084	28.61	-0.196	0.244	0.14
O	2.378	8.244	28.771	-0.022	-0.101	0.027
O	-3.184	6.622	26.989	-0.116	0.055	-0.203
O	5.448	6.484	26.798	-0.074	-0.166	0.058
O	1.066	9.977	27.363	-0.051	0.214	0.128
O	0.933	7.606	26.097	-0.207	-0.014	-0.068
O	2.946	5.787	26.012	0.049	0.084	-0.264
O	3.594	5.997	28.616	0.164	-0.255	0.052
O	1.143	14.383	29.146	0.194	-0.132	0.033
O	5.004	1.205	23.254	-0.165	0.144	-0.163
O	3.846	-3.25	27.9	0.014	-0.07	-0.17
O	11.944	5.541	24.936	0.111	0.013	-0.109
O	6.149	0.778	32.645	0.043	0.008	-0.104
O	6.166	3.406	24.281	-0.16	-0.013	-0.183
O	8.191	4.956	27.574	0	0.026	-0.274
O	7.141	8.231	23.94	-0.137	-0.113	-0.147
O	7.778	5.676	24.107	0.156	-0.076	-0.211
O	7.423	10.933	24.144	0.081	-0.021	0.148
O	8.345	12.015	27.242	0.075	-0.124	-0.211
O	11.556	16.024	26.265	0.023	-0.009	-0.05
O	9.216	7.22	27.011	-0.062	-0.042	-0.162
O	6.363	-2.559	27.451	0.074	0.159	0.082
O	6.698	0.186	27.266	0.051	-0.053	0.035
O	15.617	2.214	30.223	-0.165	0.09	0.371
O	15.587	-1.376	22.38	-0.23	-0.195	-0.418
O	13.912	4.054	24.02	0.203	0.029	-0.04
O	4.319	-0.755	27.557	0.113	0.121	-0.127
O	10.981	9.882	23.794	0.067	0.155	-0.328
O	13.004	3.987	26.794	0.28	0.094	-0.009
O	11.49	10.465	29.762	-0.084	0.095	0.069
O	16.026	9.773	25.221	-0.165	-0.078	0.022
O	14.278	18.796	21.863	-0.109	-0.272	-0.239
O	13.902	9.247	26.788	0.05	0.129	0.24
O	2.354	-6.872	24.978	0.078	-0.213	0.107
O	0.893	-1.307	26.643	0.181	-0.081	-0.183
O	1.717	1.697	29.676	0.076	0.162	0.114
O	4.469	3.989	27.313	-0.024	0.024	-0.186
O	0.1	2.615	27.764	-0.197	0.085	0.159
O	-1.009	9.322	32.592	0.14	-0.15	-0.026
O	7.064	8.711	27.181	-0.003	-0.082	0.078
O	4.505	8.861	26.405	0.003	-0.097	-0.205
O	3.379	10.672	28.495	-0.003	-0.1	0.17
O	5.094	8.138	28.873	-0.139	-0.251	-0.105
O	7.333	-2.204	31.649	0.058	0.022	0.257
O	7.208	1.01	24.804	-0.067	-0.122	0.115
O	10.534	3.498	32.89	-0.101	0.055	0.08
O	11.063	1.473	31.222	0.293	0.291	0.272
O	9.295	6.242	29.518	-0.212	-0.169	0.175
O	4.778	1.616	28.443	-0.25	0.103	0.102
O	9.561	12.323	24.986	0.148	-0.195	-0.173
O	9.702	7.557	24.113	-0.066	-0.21	-0.225
O	5.873	15.268	22.192	-0.096	-0.149	-0.04
O	15.215	13.95	27.935	-0.072	-0.086	0.198
O	8.089	15.84	33.75	0.422	-0.167	0.111
O	10.205	13.979	27.01	-0.07	-0.013	-0.01
O	12.946	0.466	24.275	0.107	0.181	-0.372
O	14.598	-4.493	32.017	-0.121	-0.17	-0.075
O	16.247	3.784	22.918	0.082	-0.148	0.202
O	13.374	2.721	29.066	-0.202	-0.152	0.25
O	17.274	-0.194	24.099	0.123	0.189	-0.287
O	11.696	8.297	25.703	0.063	-0.166	-0.046
O	16.903	5.122	26.854	-0.224	-0.084	0.067
O	17.778	10.281	30.1	0.083	-0.189	-0.034
O	17.385	5.757	24.239	-0.001	-0.199	-0.095
O	11.838	8.337	28.345	-0.076	0.031	0.174
O	16.357	13.755	24.532	-0.231	0.043	-0.297
O	11.982	12.153	23.048	-0.255	-0.113	-0.328
O	-1.32	-0.485	25.59	0.021	-0.148	-0.221
O	-1.13	4.62	29.012	-0.238	-0.133	0.213
O	1.717	-1.249	31.666	0.145	0.475	0.077
O	3.614	-0.122	32.979	-0.265	0.05	-0.163
O	-5.896	8.233	30.698	0.019	-0.131	-0.041
O	-2.214	8.069	34.51	0.051	-0.222	-0.025
O	2.006	3.368	31.769	-0.192	-0.078	0.071
O	3.906	5.125	32.335	0.174	-0.088	-0.021
O	0.843	11.139	32.523	-0.085	0.196	0.177
O	7.351	12.59	29.598	0.18	0.036	0.023
O	5.539	12.212	31.497	-0.056	0.138	0.044
O	-5.36	12.968	29.75	0.064	-0.138	0.16
O	6.399	3.666	29.128	-0.039	0.198	-0.171
O	5.735	-1.716	33.633	0.035	-0.186	-0.04
O	10.747	-1.152	31.1	-0.085	0.104	-0.134
O	7.962	7.785	31.326	-0.023	0.054	-0.05
O	5.665	7.032	32.38	-0.085	-0.019	0.307
O	9.816	0.353	29.199	0.199	-0.236	-0.027
O	13.006	2.555	32.503	0.204	-0.127	-0.243
O	3.447	10.667	31.861	-0.012	-0.185	0.094
O	12.886	13.76	26.635	-0.144	0.149	-0.087
O	10.884	5.314	27.492	0.174	0.1	-0.121
O	15.873	-2.471	31.11	-0.098	0.21	-0.022
O	11.304	1.072	33.852	0.077	-0.051	0.004
O	11.305	2.116	27.696	0.122	0.2	0.117
O	10.274	0.785	24.21	-0.225	0.006	-0.146
O	9.311	9.511	25.882	0.112	0.117	0.014
O	12.386	5.174	32.056	0.019	-0.221	0.157
O	13.714	1.489	26.662	-0.163	-0.083	0.007
O	17.862	4.306	29.268	0.172	0.094	0.136
O	12.066	15.12	28.735	-0.07	-0.042	-0.01
O	10.954	11.562	27.374	0.16	-0.069	-0.061
O	14.717	11.78	26.409	0.027	0.054	-0.264
O	18.422	12.717	30.878	0.202	0.097	0.063
Si	0.001	-0.041	5.481	-0.006	0.03	-0.067
Si	2.694	2.734	5.43	-0.019	0.009	0.02
Si	-0.053	5.488	5.422	0.021	-0.037	0.044
Si	2.767	8.201	5.441	0.008	-0.006	0.022
Si	0.056	10.924	5.509	0.078	0.009	0.007
Si	2.727	13.66	5.411	0.014	-0.025	-0.141
Si	5.503	-0.012	5.459	-0.037	-0.038	-0.013
Si	8.278	2.706	5.432	-0.034	0.048	-0.055
Si	5.509	5.492	5.448	0.048	0.033	-0.029
Si	8.223	8.196	5.485	-0.071	-0.027	-0.019
Si	5.451	10.977	5.464	-0.001	0.019	-0.041
Si	8.219	13.72	5.475	0.062	-0.024	-0.035
Si	10.904	0.098	5.472	0.042	-0.086	-0.007
Si	13.626	2.753	5.381	-0.024	-0.054	-0.114
Si	10.957	5.467	5.476	-0.002	0.048	-0.017
Si	13.713	8.159	5.395	-0.03	0.098	-0.036
Si	10.919	10.947	5.484	-0.104	-0.074	0.002
Si	13.695	13.713	5.482	0.03	0.114	-0.016
Si	1.36	1.362	6.82	0.029	-0.045	-0.009
Si	4.098	4.11	6.781	-0.027	0.037	-0.038
Si	1.353	6.844	6.789	0.008	0.023	-0.06
Si	4.103	9.584	6.829	-0.004	0.006	-0.045
Si	1.41	12.305	6.846	0.026	-0.055	-0.013
Si	4.104	15.024	6.803	0.045	-0.022	-0.034
Si	6.871	1.373	6.811	-0.058	0.03	-0.035
Si	9.602	4.085	6.829	0.034	-0.038	-0.003
Si	6.851	6.843	6.843	-0.03	0	0.031
Si	9.572	9.571	6.847	0.026	0.036	0.022
Si	6.837	12.335	6.826	-0.026	-0.02	-0.041
Si	9.581	15.083	6.838	-0.044	0.006	-0.034
Si	12.296	1.428	6.825	-0.052	0.027	-0.033
Si	14.997	4.102	6.783	0.075	-0.01	-0.034
Si	12.337	6.839	6.81	0.004	-0.078	-0.009
Si	15.043	9.545	6.809	0.006	0.02	-0.064
Si	12.318	12.319	6.817	0.023	-0.021	-0.01
Si	15.035	15.05	6.872	-0.056	0.035	0.025
Si	-0.028	2.741	8.159	-0.015	-0.032	-0.023
Si	2.738	-0.004	8.178	0.037	0.061	-0.014
Si	-0.001	8.198	8.189	0.017	0.017	0.016
Si	2.724	5.476	8.154	-0.01	-0.019	-0.017
Si	0.011	13.663	8.197	-0.01	0.013	-0.003
Si	2.744	10.93	8.217	0.033	0.026	0.027
Si	5.48	2.749	8.157	0.026	-0.009	-0.003
Si	8.213	0.019	8.213	-0.002	-0.026	0.017
Si	5.474	8.216	8.189	0.005	0.005	-0.008
Si	8.226	5.461	8.182	-0.043	-0.01	0.001
Si	5.464	13.676	8.201	-0.042	-0.044	0.007
Si	8.201	10.95	8.19	-0.007	-0.01	-0.006
Si	10.953	2.758	8.225	0.009	0.025	0.03
Si	13.652	0.036	8.187	0.042	-0.023	-0.008
Si	10.96	8.2	8.185	0.014	0.052	-0.002
Si	13.671	5.467	8.192	-0.008	0.013	0.005
Si	10.951	13.689	8.184	0.009	0.026	-0.011
Si	13.675	10.925	8.173	-0.052	-0.014	0.009
Si	1.341	4.118	9.518	0.047	0.005	-0.006
Si	4.11	1.378	9.526	0	-0.02	-0.008
Si	1.35	9.571	9.565	0.001	0.005	0.008
Si	4.092	6.842	9.533	0.009	0.03	-0.015
Si	1.357	15.045	9.556	0.012	-0.036	-0.007
Si	4.106	12.3	9.573	0.024	-0.028	-0.009
Si	6.849	4.106	9.545	-0.011	0.009	0
Si	9.592	1.379	9.577	-0.015	-0.003	0.002
Si	6.848	9.57	9.556	-0.038	0.021	0.009
Si	9.597	6.827	9.551	-0.011	-0.019	-0.003
Si	6.85	15.036	9.561	-0.039	0.043	-0.01
Si	9.59	12.306	9.546	-0.021	-0.014	-0.007
Si	12.311	4.124	9.585	-0.021	-0.014	0.006
Si	15.013	1.393	9.552	-0.019	0.007	0.004
Si	12.311	9.572	9.559	0.011	0.004	0.016
Si	15.023	6.843	9.561	0.013	-0.048	0.011
Si	12.31	15.055	9.555	-0.005	0.003	-0.001
Si	15.034	12.295	9.55	0.048	0.002	0.001

Results
total energy: -115451.276 eV
total energy less fixed offsets of O -438.04, Si -107.15 eV per atom: 3.464 eV
